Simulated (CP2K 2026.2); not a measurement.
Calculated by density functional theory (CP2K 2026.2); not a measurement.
Periodic cell of 534 atoms, Si358O176, from a study of silicon, its oxide and their interface. The atomic structure is a simulated model.
Doubt: the forces sum to 2.05 eV/angstrom along one axis rather than to zero, so they err by at least 0.0038 eV/angstrom per atom on average; the grid cutoff is modest.

Settings
functional: PBE
method: Gaussian and plane waves
basis set: DZVP-MOLOPT-SR-GTH
pseudopotentials: GTH-PBE
grid cutoff: 350 Ry, relative cutoff 50 Ry
k points: Gamma only
occupations: fixed
spin: none
net charge: 0

Cell vectors (angstrom)
a	16.4025	0	0
b	0	16.4025	0
c	0	0	35.7178

Atoms and the computed forces on them: element, x, y, z (angstrom), force x, y, z (eV/angstrom)
Si	0.076	15.367	1.137	0.429	-0.893	0.607
Si	1.913	2.011	35.09	-0.363	-0.534	0.065
Si	15.899	5.825	0.305	0.246	0.077	0.05
Si	2.341	8.569	0.166	-0.474	0.231	-0.601
Si	0.18	10.729	0.38	0.15	-0.113	-0.238
Si	2.466	13.871	0.281	0.022	0.052	0.004
Si	5.826	16.134	0.085	-0.127	-0.021	0.045
Si	8.176	2.731	0.263	0.012	-0.207	-0.225
Si	5.066	5.446	35.48	-0.058	-0.016	-0.238
Si	8.491	8.695	35.39	-0.09	0.134	-0.249
Si	5.946	10.604	35.51	-0.432	0.417	-0.017
Si	8.081	13.891	35.717	-0.382	-0.059	0.084
Si	10.592	0.817	35.528	-0.027	-0.26	-0.128
Si	13.189	3.41	0.141	0.407	-0.368	0.262
Si	11.277	5.156	35.628	-0.513	0.315	-0.153
Si	13.717	8.071	0.032	0.07	0.04	-0.111
Si	11.837	12.073	35.276	0.175	0.628	0.042
Si	14.399	15.258	34.731	-0.84	-0.139	0.714
Si	1.169	1.024	1.442	0.047	0.175	0.024
Si	3.771	4.055	1.157	-0.045	-0.129	-0.152
Si	1.229	6.951	1.485	-0.211	-0.038	-0.152
Si	4.174	9.617	1.217	0.193	-0.025	-0.007
Si	1.515	12.195	1.61	-0.065	0.042	-0.003
Si	4.132	15.077	1.448	0.092	-0.081	-0.29
Si	6.73	1.392	1.516	-0.022	0.017	-0.123
Si	9.602	4.215	1.369	-0.056	-0.117	0.018
Si	6.65	6.657	1.22	-0.165	0.106	0.064
Si	9.868	9.874	1.13	0.239	0.121	0.098
Si	6.868	12.258	1.234	0.076	0.212	-0.067
Si	9.503	14.994	1.471	0.018	-0.1	0.139
Si	12.135	1.686	1.359	-0.107	0.135	-0.091
Si	14.835	4.22	1.605	-0.034	0.258	-0.007
Si	12.198	6.838	1.355	0.296	-0.074	-0.089
Si	14.927	9.566	1.509	-0.06	-0.094	-0.17
Si	12.699	12.886	1.588	0.353	-0.108	0.067
Si	14.233	14.785	1.295	-0.591	0.43	-0.656
Si	16.33	2.686	2.701	-0.035	0.03	-0.029
Si	2.801	0.031	2.838	-0.089	0.005	0.221
Si	16.307	8.252	2.913	-0.051	-0.056	0.096
Si	2.633	5.468	2.684	-0.12	0.084	0.112
Si	0.19	13.651	2.874	0.633	0.288	0.028
Si	2.929	10.876	2.84	0.083	-0.025	-0.065
Si	5.251	2.784	2.669	-0.063	-0.083	0.101
Si	8.18	0.054	2.821	0.144	0.055	0.108
Si	5.438	8.188	2.613	0.143	-0.104	0.021
Si	8.114	5.486	2.674	-0.02	-0.027	0.212
Si	5.492	13.613	2.717	0.062	-0.052	0.003
Si	8.33	10.993	2.613	0.003	0.176	0.075
Si	10.821	2.862	2.874	-0.006	0.07	0.061
Si	13.433	0.129	2.663	0.07	0.005	-0.169
Si	10.899	8.326	2.635	0.057	-0.034	0.074
Si	13.533	5.594	2.936	-0.034	-0.048	0.073
Si	10.921	13.758	2.882	0.066	0.116	0.023
Si	13.684	11.077	2.809	-0.186	-0.084	-0.064
Si	1.298	4.087	4.084	0.04	-0.044	-0.057
Si	4.092	1.427	4.193	-0.116	0.043	-0.028
Si	1.405	9.594	4.167	-0.053	-0.04	-0.064
Si	4.061	6.834	4.047	0.177	-0.12	-0.071
Si	1.474	15.046	4.245	0.093	-0.2	0.088
Si	4.192	12.301	4.192	0.021	-0.021	-0.006
Si	6.755	4.097	4.052	-0.083	0.074	-0.134
Si	9.509	1.424	4.221	-0.014	-0.043	-0.186
Si	6.892	9.571	3.983	-0.025	-0.106	-0.175
Si	9.508	6.92	4.027	-0.149	0.026	-0.076
Si	6.832	15.014	4.132	0.015	-0.065	-0.132
Si	9.563	12.319	4.158	0.046	-0.119	-0.089
Si	12.228	4.15	4.262	-0.051	0.089	-0.164
Si	14.961	1.34	4.07	0.016	-0.018	0.075
Si	12.283	9.621	4.103	0.076	0.13	-0.057
Si	14.977	6.879	4.281	0.015	0.051	-0.119
Si	12.218	15.193	4.209	0.015	-0.139	-0.076
Si	15.074	12.372	4.193	-0.055	0.15	-0.071
Si	0.004	16.374	10.98	0.033	0	0.011
Si	2.728	2.706	10.991	0.019	-0.008	0.006
Si	16.394	5.447	10.986	0.018	-0.014	-0.009
Si	2.725	8.173	10.998	0.002	0.022	0
Si	0.013	10.92	10.968	0	-0.005	0.001
Si	2.743	13.653	10.961	-0.001	-0.027	0.002
Si	5.465	16.384	10.979	0.007	-0.023	-0.003
Si	8.201	2.716	10.979	0.012	0.001	-0.003
Si	5.462	5.443	10.991	-0.012	-0.012	-0.005
Si	8.206	8.18	10.987	0.02	-0.04	-0.012
Si	5.47	10.905	10.976	0.019	0.011	-0.01
Si	8.221	13.647	10.986	0.016	0.021	0.002
Si	10.958	16.395	10.977	-0.006	-0.007	0.008
Si	13.672	2.72	10.976	0.002	-0.042	0.009
Si	10.929	5.446	10.969	0.028	0.015	-0.005
Si	13.668	8.185	10.972	0.016	0	0.006
Si	10.952	10.915	10.995	0.03	0.014	-0.002
Si	13.689	13.66	10.994	0.002	-0.002	0.019
Si	1.372	1.317	12.349	-0.033	0.006	-0.006
Si	4.106	4.058	12.356	-0.008	0.003	-0.016
Si	1.357	6.798	12.372	0.01	0.01	0.008
Si	4.095	9.549	12.35	0	-0.019	0.001
Si	1.374	12.298	12.332	0.037	0.013	0.002
Si	4.104	15.007	12.342	-0.011	0.012	0.007
Si	6.85	1.33	12.346	0	-0.001	-0.021
Si	9.602	4.051	12.343	-0.04	0.012	-0.003
Si	6.854	6.796	12.344	0.014	0.044	-0.011
Si	9.589	9.531	12.351	-0.025	0.012	-0.001
Si	6.848	12.264	12.332	-0.022	-0.001	-0.017
Si	9.609	15.008	12.339	0.011	0.001	-0.005
Si	12.348	1.327	12.357	0.011	0.054	0.008
Si	15.042	4.064	12.357	0.002	0.048	0.008
Si	12.309	6.792	12.332	-0.07	-0.03	-0.012
Si	15.049	9.546	12.336	0.012	-0.013	-0.008
Si	12.339	12.269	12.353	-0.051	-0.025	-0.002
Si	15.062	15.014	12.372	-0.011	-0.004	0.019
Si	16.401	2.664	13.713	0.073	-0.044	-0.01
Si	2.728	16.35	13.725	0.049	0.002	-0.004
Si	16.375	8.169	13.73	-0.017	0.042	0.041
Si	2.725	5.403	13.723	0.025	-0.021	0.04
Si	0.033	13.65	13.739	0.006	-0.051	0.005
Si	2.721	10.931	13.704	-0.038	0.023	0.001
Si	5.472	2.676	13.716	0.017	0.058	0.031
Si	8.244	16.369	13.7	-0.035	0.001	0.013
Si	5.481	8.171	13.686	-0.005	-0.029	-0.003
Si	8.227	5.409	13.693	0.044	-0.015	-0.008
Si	5.481	13.631	13.689	0.046	-0.074	-0.004
Si	8.211	10.898	13.699	0.012	-0.021	0.003
Si	10.987	2.686	13.717	-0.01	-0.035	0.009
Si	13.711	16.372	13.761	-0.014	0.001	0.016
Si	10.957	8.149	13.708	0.039	-0.019	0.007
Si	13.657	5.419	13.717	0.015	0.029	-0.012
Si	10.98	13.639	13.707	0.032	0.007	0.001
Si	13.715	10.912	13.729	-0.025	0.009	0.028
Si	1.367	3.994	15.083	-0.028	0.01	-0.021
Si	4.1	1.302	15.083	-0.047	-0.069	-0.013
Si	1.335	9.578	15.067	0.052	0.004	-0.017
Si	4.139	6.775	15.034	0.06	0.064	-0.032
Si	1.387	15	15.144	-0.031	0.014	0.036
Si	4.097	12.293	15.068	0.037	0.039	0.052
Si	6.889	4.017	15.056	-0.038	-0.04	0.064
Si	9.654	1.289	15.072	0.048	0.092	0.036
Si	6.832	9.538	15.065	0.017	0.045	0.035
Si	9.599	6.755	15.063	-0.036	-0.018	0.019
Si	6.879	14.976	15.035	0	0.06	0
Si	9.594	12.266	15.039	0.002	-0.042	0.002
Si	12.355	4.018	15.122	-0.002	0.022	0.074
Si	15.088	1.32	15.158	0.006	0.065	0.106
Si	12.351	9.503	15.061	-0.031	0.004	0.037
Si	14.981	6.798	15.097	-0.037	-0.048	-0.05
Si	12.365	14.962	15.108	-0.068	-0.059	-0.005
Si	15.086	12.282	15.116	0.012	-0.05	-0.053
Si	0.056	16.362	16.575	0.107	-0.02	-0.008
Si	2.716	2.613	16.49	0.074	0.023	0.02
Si	16.318	5.335	16.36	0.001	0.022	0.092
Si	2.755	8.186	16.308	-0.047	0.016	0.025
Si	16.402	10.917	16.528	-0.06	0.144	0.121
Si	2.77	13.641	16.503	0.116	0.034	0.039
Si	5.493	16.311	16.387	0.06	-0.008	0.168
Si	8.302	2.662	16.416	-0.064	-0.023	0.176
Si	5.512	5.386	16.396	0.022	-0.067	0.004
Si	8.198	8.12	16.378	0.105	-0.014	0.094
Si	5.456	10.929	16.429	-0.001	-0.117	0.029
Si	8.249	13.63	16.414	-0.018	-0.052	-0.021
Si	10.985	16.289	16.471	0.089	0.007	0.024
Si	13.702	2.645	16.563	0.026	-0.04	0.062
Si	10.978	5.398	16.456	-0.046	-0.124	0.054
Si	13.648	8.16	16.54	-0.022	-0.009	0.105
Si	10.98	10.891	16.359	-0.002	-0.013	0.039
Si	13.767	13.648	16.512	-0.037	-0.078	0.142
Si	1.418	1.293	18.026	0.032	-0.061	0.083
Si	4.151	3.994	17.733	0.169	-0.136	-0.001
Si	1.345	6.759	17.501	-0.062	-0.085	-0.188
Si	4.061	9.523	17.749	0.05	0.024	0.07
Si	1.404	12.307	17.897	-0.03	0.124	0.001
Si	4.158	15.033	17.883	-0.047	0.047	-0.029
Si	6.961	1.185	17.705	0.126	0.077	-0.137
Si	9.687	3.988	17.851	-0.005	-0.082	-0.215
Si	6.876	6.731	17.783	0.086	0.117	0.106
Si	9.584	9.521	17.671	-0.062	-0.029	-0.183
Si	6.821	12.344	17.766	-0.026	0.024	0.059
Si	9.654	14.882	17.841	-0.027	0.104	0.005
Si	12.431	1.098	17.896	0.066	0.02	0.049
Si	15.045	4.069	17.951	0.003	0.144	0.111
Si	12.238	6.771	17.916	-0.077	0.193	-0.095
Si	15.053	9.514	17.931	0.033	0.046	0.004
Si	12.388	12.18	17.757	0.157	-0.141	-0.061
Si	15.1	15.033	17.992	0.042	-0.234	0.208
Si	0	2.656	19.377	-0.011	0.213	0.157
Si	3.001	0.079	19.412	0.233	0.021	0.251
Si	0.153	8.031	19.003	-0.175	-0.205	-0.15
Si	2.631	5.39	18.828	-0.024	-0.083	0.276
Si	0.187	13.781	19.39	0.359	-0.002	-0.32
Si	2.703	10.843	19.209	0.014	-0.178	0.166
Si	5.668	2.629	18.985	-0.186	-0.055	0.106
Si	8.186	16.138	19.188	-0.225	-0.001	0.13
Si	5.4	8.08	19.063	-0.2	-0.068	0.068
Si	8.286	5.381	19.179	-0.017	-0.083	0.188
Si	5.464	13.629	19.269	0.24	0.176	0.285
Si	8.179	10.875	18.947	0.206	0.177	-0.172
Si	11.003	2.418	19.132	-0.127	0.191	0.127
Si	13.768	16.247	19.554	0.025	0.347	-0.05
Si	10.853	8.261	19.192	-0.043	-0.004	-0.017
Si	13.532	5.42	19.341	0.133	-0.038	0.003
Si	11.118	13.545	19.139	0.045	-0.155	0.022
Si	13.63	10.848	19.323	-0.109	0.032	-0.018
Si	1.3	4.317	20.471	0.051	-0.295	-0.108
Si	4.668	1.316	20.61	0.156	0.333	-0.579
Si	1.677	9.032	20.424	0.357	0.103	0.207
Si	3.815	6.728	20.263	0.026	0.008	0.122
Si	2.265	15.07	21.148	0.023	0.168	-0.461
Si	3.898	12.381	20.516	-0.333	0.007	0.211
Si	7.251	3.675	20.304	-0.219	0.226	0.354
Si	9.382	1.244	20.447	0.117	-0.033	0.388
Si	6.768	9.559	20.228	0.239	-0.421	-0.065
Si	9.277	7.698	20.833	-0.117	-0.471	0.274
Si	6.589	15.194	20.757	-0.008	-0.076	-0.254
Si	9.825	11.947	20.228	-0.128	-0.096	0.531
Si	12.399	3.712	20.464	-0.363	-0.217	0.221
Si	14.803	1.692	20.911	0.03	0.008	-0.022
Si	11.992	9.718	20.579	0.199	0.172	0.116
Si	15.753	6.729	20.785	-0.179	0.396	0.172
Si	12.858	14.288	20.611	-0.186	0.284	0.075
Si	14.485	12.437	20.858	-0.147	-0.466	0.138
Si	1.769	15.722	24.16	-0.006	-0.074	0.299
Si	3.829	4.094	22.046	0.077	0.096	0.036
Si	16.287	8.172	22.539	0.04	-0.135	-0.025
Si	15.135	3.517	26.137	-0.079	0.159	0.143
Si	10.049	11.661	27.33	-0.062	-0.086	0.063
Si	9.927	11.835	24.196	0.033	-0.189	0.262
Si	7.735	3.827	23.211	0.094	0.101	0.378
Si	5.065	5.741	27.426	0.081	-0.028	-0.132
Si	5.443	5.273	24.331	0.32	0.183	0.293
Si	5.79	10.626	22.039	-0.129	-0.017	-0.048
Si	7.858	12.994	22.542	0.169	0.023	-0.031
Si	9.411	1.378	23.427	0.039	0.323	0.205
Si	16.25	6.164	27.308	-0.034	-0.119	0.196
Si	6.14	8.268	24.066	0.181	-0.392	0.253
Si	1.141	8.13	25.256	0.078	-0.016	0.192
Si	14.582	12.038	23.21	0.1	-0.209	0.518
Si	15.214	15.259	27.248	-0.017	0.135	-0.018
Si	1.741	16.139	26.877	0.016	0.103	0.211
Si	7.381	4.586	28.947	-0.085	0.089	-0.27
Si	4.09	8.367	26.445	0.09	-0.137	-0.028
Si	3.953	11.296	27.741	0.079	0.077	0.062
Si	2.423	13.365	26.075	0.076	0.013	-0.02
Si	6.421	11.112	29.877	0.067	0.034	-0.039
Si	9.963	14.49	28.125	0.008	0.082	0.006
Si	9.34	2.325	28.612	-0.091	-0.086	0.036
Si	4.657	3.795	29.638	-0.067	0.065	-0.317
Si	9.334	8.718	23.729	-0.199	-0.025	0.368
Si	13.004	16.307	25.397	0.009	0.15	0.14
Si	11.2	11.137	31.456	0.154	-0.122	-0.457
Si	10.719	4.016	23.067	-0.251	-0.061	0.222
Si	12.417	4.865	25.542	-0.079	0.001	0.064
Si	12.335	13.898	23.599	-0.104	-0.03	0.417
Si	0.123	11.191	25.517	-0.082	-0.084	-0.031
Si	15.52	1.13	23.995	-0.089	0.041	0.381
Si	1.072	1.067	29.399	-0.057	0.039	-0.028
Si	12.277	12.661	28.986	-0.045	-0.015	-0.119
Si	13.384	9.272	23.363	-0.168	-0.056	0.177
Si	1.51	6.612	29.911	-0.05	0.103	-0.094
Si	15.239	12.483	27.695	-0.078	-0.15	0.067
Si	1.571	12.293	29.445	0.109	-0.108	0.065
Si	4.804	0.848	30.271	0.007	-0.013	-0.247
Si	10.294	0.468	26.177	0.028	0.059	0.026
Si	11.026	7.471	28.534	0.055	0.082	-0.147
Si	4.396	6.356	31.112	-0.029	0.009	-0.413
Si	7.811	16.287	29.814	-0.062	-0.019	0.002
Si	12.709	8.564	32.701	0.224	-0.135	-0.1
Si	11.395	4.47	28.304	0.061	0.009	-0.114
Si	0.542	5.2	33.285	-0.166	0.153	-0.187
Si	13.661	6.196	29.198	0.025	0.07	-0.118
Si	15.35	7.17	31.496	0.074	0.04	-0.244
Si	0.165	12.517	31.845	0.188	-0.128	-0.158
Si	15.842	15.258	30.344	0.092	0.122	0.015
Si	0.572	3.725	30.708	-0.06	0.01	-0.243
Si	4.528	1.455	33.421	0.181	-0.12	-0.016
Si	3.544	14.59	30.538	0.055	-0.111	-0.077
Si	3.408	6.433	33.977	-0.147	0.259	0.092
Si	5.277	11.784	32.574	0.152	0.059	-0.311
Si	2.802	13.331	33.032	-0.092	0.012	-0.239
Si	6.248	4.115	33.907	0.225	0.099	0.246
Si	11.633	7.893	25.638	-0.117	-0.258	0.149
Si	10.019	7.045	33.252	0.005	-0.14	-0.321
Si	7.431	5.966	31.502	-0.128	-0.005	-0.1
Si	6.551	13.775	30.971	-0.02	0.209	-0.047
Si	10.46	13.249	33.71	0.244	-0.076	0.388
Si	14.86	2.476	29.002	-0.048	0.023	-0.074
Si	13.846	0.941	31.367	0.076	-0.068	-0.242
Si	9.128	9.732	29.424	-0.039	0.004	-0.197
Si	15.311	1.721	33.987	-0.23	-0.006	-0.119
Si	11.76	16.063	33.166	0.361	-0.06	-0.125
Si	14.7	12.251	33.966	-0.014	-0.069	-0.138
O	14.828	13.883	33.973	0.278	0.005	-0.283
O	15.38	0.137	34.455	0.009	0.006	0.101
O	2.132	5.551	33.396	0.337	-0.112	0.429
O	2.952	1.483	33.903	-0.192	-0.019	-0.033
O	0.031	4.878	34.786	-0.102	-0.233	-0.068
O	0.279	3.914	32.302	-0.173	0.05	0.077
O	2.846	7.892	34.465	-0.061	-0.282	0.304
O	1.206	9.678	35.283	0.057	-0.292	0.651
O	1.077	14.741	35.626	-0.023	0.275	0.253
O	15.731	11.648	35.046	-0.088	-0.013	-0.135
O	3.231	13.527	34.579	0.256	-0.17	0.121
O	3.131	14.664	32.128	0.135	0.19	0.067
O	5.273	0.423	34.428	0.153	0.056	-0.251
O	4.861	0.951	31.901	0.12	-0.167	0.419
O	7.565	3.406	34.595	0.077	0.134	0.079
O	6.824	4.884	32.575	0.032	-0.302	-0.019
O	2.628	3.314	0.106	0.634	0.533	0.109
O	7.844	7.293	0.221	0.067	-0.132	0.071
O	8.716	6.694	32.262	0.245	-0.11	0.368
O	9.447	8.327	34.105	0.073	0.211	0.264
O	7.194	9.645	34.997	-0.046	-0.143	0.397
O	5.391	11.156	34.057	-0.11	0.068	0.23
O	8.953	13.417	34.377	0.048	-0.074	0.197
O	6.952	15.036	35.255	-0.159	-0.065	0.419
O	9.084	1.436	35.501	0.114	0.188	0.197
O	10.903	0.817	33.914	0.07	0.189	-0.013
O	3.675	16.106	29.939	-0.045	0.115	-0.09
O	14.188	2.598	34.784	-0.063	-0.116	-0.344
O	10.479	5.803	34.248	0.421	-0.284	0.235
O	10.506	15.642	0.288	0.052	-0.033	-0.163
O	14.878	6.955	35.346	0.024	-0.28	0.4
O	13.054	8.619	34.315	0.268	0.234	0.268
O	10.961	10.77	0.148	-0.586	-0.413	0.499
O	13.172	11.767	34.29	-0.187	-0.058	0.158
O	0.993	11.565	30.8	0.081	-0.053	-0.037
O	12.934	15.695	34.221	-0.397	0.357	-0.446
O	2.201	4.013	21.84	0.101	-0.126	-0.063
O	0.122	5.309	21.044	-0.187	-0.024	0.064
O	5.654	0.109	21.269	-0.257	-0.276	-0.377
O	4.331	2.553	21.685	0.205	-0.041	0.261
O	0.693	9.397	21.726	-0.153	0.167	0.01
O	0.116	16.058	26.723	-0.181	0.145	-0.175
O	4.367	5.412	21.178	-0.039	0.165	-0.208
O	2.774	7.849	21.001	0.037	0.223	-0.511
O	2.332	15.817	22.626	-0.083	-0.086	-0.216
O	14.023	0.537	24.299	-0.088	-0.184	-0.112
O	4.366	11.401	21.779	-0.016	-0.057	-0.096
O	2.985	13.589	21.234	0.154	-0.173	0.262
O	4.915	5.424	25.852	-0.126	-0.012	-0.186
O	6.849	4.132	21.866	-0.277	-0.283	-0.274
O	9.55	0.576	22	0.112	0.153	-0.605
O	8.407	2.554	20.67	-0.05	0.055	-0.219
O	7.82	8.441	20.889	0.069	0.198	0.169
O	9.041	6.103	20.497	0.043	0.005	-0.319
O	5.422	8.472	25.507	0.055	-0.023	-0.117
O	9.777	7.907	22.382	0.194	-0.017	-0.187
O	7.133	14.423	22.152	-0.056	0.202	-0.148
O	6.78	11.783	22.616	-0.141	-0.014	0.025
O	8.985	12.75	21.398	-0.015	-0.068	0.02
O	10.842	10.86	21.007	0.11	-0.039	-0.627
O	12.368	6.452	25.869	0.236	0.088	-0.121
O	11.377	4.309	21.616	-0.051	0.016	-0.254
O	13.546	2.749	21.196	0.188	-0.145	-0.411
O	15.513	1.584	22.417	0.137	0.03	-0.376
O	0.912	7.65	23.711	0.132	0.104	-0.199
O	12.544	9.002	21.983	-0.011	-0.157	-0.433
O	14.135	6.425	20.576	-0.03	-0.428	-0.479
O	14.878	8.65	23.224	0.066	-0.089	-0.072
O	12.19	14.586	22.125	0.252	0.221	-0.238
O	13.851	15.977	26.753	-0.128	-0.011	-0.151
O	0.724	14.855	20.58	-0.296	-0.073	-0.485
O	16.077	12.564	20.382	-0.578	0.013	-0.328
O	10.104	11.461	25.751	-0.163	-0.215	-0.192
O	0.22	16.305	24.051	-0.007	0.016	0.135
O	6.269	3.656	29.676	-0.05	-0.048	0.215
O	4.172	2.244	29.67	0.055	-0.143	-0.016
O	13.503	10.868	23.578	-0.139	-0.121	-0.365
O	16.251	4.622	26.676	-0.045	-0.108	-0.061
O	3.864	9.853	27.021	-0.247	-0.058	-0.245
O	2.258	14.597	27.166	-0.043	0.099	0.043
O	3.781	12.538	26.623	-0.16	0.24	0.155
O	9.302	13.069	27.681	0.077	0.018	0.29
O	9.472	0.435	24.755	0.089	-0.197	0.051
O	5.648	10.808	31.305	-0.18	-0.084	0.145
O	11.411	14.099	28.883	0.07	0.018	0.064
O	8.011	2.238	23.501	0.065	-0.268	-0.079
O	4.212	4.616	28.275	-0.216	-0.038	0.226
O	4.263	4.442	23.577	-0.116	-0.223	-0.479
O	5.771	6.727	23.628	0.019	0.141	-0.129
O	6.638	5.622	27.907	0.197	0.104	0.021
O	5.505	9.385	23.067	-0.271	0.228	-0.136
O	4.465	7.258	27.61	-0.334	0.035	0.039
O	15.218	15.104	28.859	-0.252	0.111	-0.2
O	7.754	8.498	24.128	0.133	0.066	-0.035
O	9.605	1.467	27.258	-0.138	-0.127	-0.129
O	10.675	2.427	23.439	0.144	-0.258	0.194
O	13.946	4.332	25.361	-0.052	0.15	0.016
O	9.188	4.587	23.154	0.059	0.166	-0.083
O	6.834	4.421	24.434	0.067	0.225	-0.252
O	11.258	12.668	23.727	0.25	-0.148	-0.206
O	12.669	8.744	24.727	0.117	0.134	-0.315
O	15.361	11.18	26.697	0.178	0.133	0.182
O	14.185	8.247	31.971	-0.118	0.152	0.091
O	2.371	0.226	25.427	0.068	0.05	-0.111
O	15.227	13.746	26.657	-0.205	0.075	-0.387
O	7.514	9.879	29.734	0.028	0.087	-0.119
O	7.21	12.567	30.055	-0.08	-0.06	0.176
O	3.088	7.043	30.269	0.086	-0.099	-0.062
O	2.048	0.775	28.103	0.102	-0.091	0.167
O	1.105	6.508	28.321	0.181	-0.211	-0.182
O	0.083	7.233	26.116	-0.075	0.338	-0.287
O	10.18	7.966	24.909	-0.181	-0.102	-0.16
O	2.638	11.316	28.717	-0.06	-0.097	0.256
O	9.233	10.418	27.954	-0.174	0.118	-0.048
O	1.316	12.182	26.007	-0.066	0.103	0.108
O	5.354	11.28	28.623	0.158	0.036	0.026
O	6.264	0.466	29.563	-0.12	0.013	-0.063
O	12.14	12.089	30.508	-0.065	0.074	0.242
O	8.753	15.32	28.867	0.017	-0.11	-0.137
O	11.641	4.058	26.736	-0.185	-0.098	-0.056
O	10.687	3.184	29.049	0	-0.118	-0.046
O	4.202	4.729	30.9	-0.182	-0.164	0.098
O	8.162	5.353	30.159	0.169	0.211	0.157
O	9.654	10.332	23.545	0.081	0.248	-0.12
O	12.199	15.043	24.747	-0.053	-0.175	0.127
O	11.832	0.942	25.87	0.098	0.033	-0.224
O	8.66	12.865	23.97	-0.253	0.248	-0.083
O	10.319	15.373	26.809	0.341	0.005	-0.058
O	9.991	10.499	30.565	0.064	0.2	0.361
O	11.661	4.746	24.136	0.039	0.146	-0.137
O	14.417	2.871	27.483	0.047	0.024	0.108
O	14.478	6.124	30.595	-0.05	0.043	0.187
O	9.794	8.225	29.324	0.078	-0.166	0.121
O	13.867	13.378	23.827	0.123	0.136	-0.277
O	15.964	11.714	24.061	-0.007	-0.05	-0.149
O	0.224	12.565	28.566	0.103	-0.009	0.091
O	16.096	13.836	31.033	-0.186	0.002	0.162
O	2.19	14.169	24.626	0.115	0.066	-0.313
O	15.752	2.381	25.094	0.003	-0.083	-0.118
O	16.004	1.355	28.763	-0.084	0.009	-0.223
O	15.599	3.7	29.807	0.151	-0.105	0.137
O	0.323	7.57	30.611	0.132	0.153	-0.005
O	2.416	13.663	29.802	-0.215	0.239	0.083
O	8.725	1.304	29.79	-0.108	-0.182	0.188
O	2.712	7.904	25.678	-0.016	0	-0.22
O	14.776	6.413	28.007	-0.029	-0.022	0.087
O	1.422	5.056	30.377	0.231	-0.22	0.02
O	4.283	6.8	32.656	-0.012	0.155	0.104
O	0.842	16.122	30.311	0.17	0.104	0.236
O	14.694	15.967	31.221	-0.091	0.155	0.091
O	3.695	12.137	32.379	-0.293	-0.197	-0.264
O	1.223	12.948	33.01	-0.178	0.085	0.033
O	5.152	2.957	33.529	-0.239	0.267	-0.267
O	5.06	14.006	30.313	-0.202	0.031	0.181
O	1.434	2.365	30.342	0.241	0.124	0.027
O	11.568	11.648	27.921	0.051	-0.114	0.028
O	8.321	3.528	28.157	-0.071	-0.111	-0.217
O	6.035	6.705	30.865	0.029	-0.001	-0.041
O	10.558	5.9	28.318	0.017	-0.096	-0.078
O	12.515	7.386	29.267	0.012	-0.031	0.153
O	7.459	15.159	31.025	-0.138	-0.125	0.142
O	6.241	13.134	32.461	-0.029	0.23	0.085
O	10.455	12.056	32.571	-0.379	0.124	0.013
O	11.427	7.515	32.486	0.014	-0.091	-0.237
O	13.707	1.805	29.968	-0.178	-0.116	0.216
O	11.313	8.357	27.175	-0.11	0.212	-0.045
O	12.368	0.42	31.839	-0.024	0.056	0
O	14.739	1.812	32.435	0.259	-0.014	0.394
O	12.163	9.986	32.104	-0.199	0.214	0.117
O	12.849	4.777	29.013	-0.095	0.004	0.089
O	0.453	2.175	34.308	0.065	0.227	0.025
O	16.003	6.44	32.789	-0.082	-0.111	0.256
O	15.256	11.787	32.485	-0.086	0.004	0.08
O	10.933	14.66	32.957	-0.122	0.01	-0.01
O	13.878	12.589	28.614	0.029	-0.06	0.022
O	0.749	9.704	25.396	0.2	0.108	-0.024
Si	16.38	0.006	5.491	0.068	0.012	-0.073
Si	2.685	2.772	5.508	-0.012	-0.037	0.041
Si	16.383	5.447	5.521	-0.09	-0.028	-0.004
Si	2.738	8.18	5.498	-0.071	-0.04	-0.041
Si	0.036	10.968	5.537	0.104	0.152	-0.038
Si	2.805	13.642	5.572	0.005	0.222	0.072
Si	5.468	0.004	5.504	0.02	-0.023	-0.016
Si	8.109	2.782	5.513	-0.021	-0.09	-0.034
Si	5.439	5.483	5.45	-0.059	0.052	-0.041
Si	8.175	8.232	5.454	0.062	-0.015	0.008
Si	5.557	10.891	5.475	-0.022	0.124	-0.055
Si	8.195	13.671	5.528	-0.011	0.047	-0.053
Si	10.867	0.073	5.601	0.055	0.084	0.022
Si	13.652	2.729	5.518	-0.028	-0.014	-0.084
Si	10.838	5.56	5.507	0.062	-0.098	-0.034
Si	13.612	8.277	5.558	0.048	0.02	-0.018
Si	10.925	10.944	5.513	-0.055	-0.042	-0.012
Si	13.645	13.754	5.501	0.002	-0.018	-0.063
Si	1.344	1.376	6.871	-0.062	0.044	-0.06
Si	4.083	4.125	6.863	-0.012	-0.003	-0.07
Si	1.367	6.817	6.874	0.041	-0.022	-0.022
Si	4.139	9.546	6.842	0.031	-0.039	-0.012
Si	1.407	12.297	6.914	-0.055	-0.007	-0.028
Si	4.137	15.043	6.909	0.026	-0.097	0.001
Si	6.811	1.369	6.892	0.029	-0.011	-0.021
Si	9.509	4.141	6.865	-0.079	0.113	-0.001
Si	6.817	6.844	6.832	-0.028	-0.024	-0.045
Si	9.553	9.563	6.864	-0.008	0.04	-0.029
Si	6.856	12.278	6.887	0.041	-0.039	0.001
Si	9.542	15.037	6.914	-0.005	-0.007	-0.007
Si	12.29	1.398	6.919	-0.009	-0.031	0.007
Si	15.023	4.086	6.89	0.052	-0.022	-0.008
Si	12.256	6.867	6.889	-0.05	0.059	-0.008
Si	15.042	9.603	6.893	-0.066	-0.007	-0.029
Si	12.303	12.327	6.863	-0.012	0.028	-0.061
Si	15.039	15.051	6.889	-0.002	0.021	-0.007
Si	16.395	2.728	8.26	0.007	-0.016	0.02
Si	2.729	0.006	8.234	-0.008	-0.034	-0.016
Si	16.4	8.194	8.236	0.003	0.006	-0.011
Si	2.729	5.465	8.258	0.005	0.006	0.022
Si	0.012	13.669	8.243	0.025	0.006	0.011
Si	2.769	10.9	8.239	-0.02	0.023	0
Si	5.44	2.74	8.24	-0.02	-0.034	0.008
Si	8.184	0.005	8.267	0.002	-0.002	0.002
Si	5.468	8.182	8.241	0.006	0.011	-0.012
Si	8.16	5.487	8.243	0.031	-0.037	-0.01
Si	5.49	13.65	8.255	0.026	0.079	0.003
Si	8.213	10.919	8.259	0.011	0.02	0.006
Si	10.902	2.771	8.238	0.058	-0.009	-0.004
Si	13.668	0.007	8.257	0.007	-0.008	0.013
Si	10.906	8.213	8.262	0.031	-0.037	-0.004
Si	13.646	5.473	8.228	-0.002	-0.036	-0.009
Si	10.935	13.666	8.254	0.009	-0.014	0.007
Si	13.667	10.961	8.249	0.054	0.034	0.007
Si	1.368	4.086	9.624	-0.003	-0.003	-0.007
Si	4.095	1.359	9.613	-0.014	0.027	-0.005
Si	1.382	9.543	9.606	0.026	-0.015	0.005
Si	4.102	6.821	9.625	-0.012	-0.006	-0.005
Si	1.377	15.03	9.604	-0.022	0.01	-0.008
Si	4.117	12.278	9.608	0.006	-0.002	0.005
Si	6.822	4.09	9.613	0.002	0.03	-0.01
Si	9.575	1.366	9.613	-0.017	-0.013	0.002
Si	6.841	9.542	9.613	-0.02	0.012	-0.013
Si	9.554	6.821	9.614	-0.013	0.018	-0.012
Si	6.844	15.017	9.63	0.009	-0.044	0.02
Si	9.587	12.281	9.623	-0.012	-0.009	0.005
Si	12.299	4.097	9.607	-0.04	0.03	0.011
Si	15.043	1.353	9.625	0	0.025	0.002
Si	12.306	9.567	9.608	-0.051	-0.006	-0.007
Si	15.033	6.819	9.603	0	0.015	0.007
Si	12.318	15.023	9.618	0.007	0.004	-0.002
Si	15.05	12.306	9.615	-0.026	0	0.015

Results
total energy: -115450.237 eV
total energy less fixed offsets of O -438.35, Si -107.03 eV per atom: 16.103 eV
